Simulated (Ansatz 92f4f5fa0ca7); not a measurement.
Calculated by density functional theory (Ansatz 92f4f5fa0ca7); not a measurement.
Periodic cell of 225 atoms, Si132O91As2, from a study of silicon, its oxide and their interface. The atomic structure is a simulated model.
Doubt: the cutoff is far below the 930 eV that the study's wrapper takes by default for these files, so forces and energies are approximate.
This geometry differs little from another in the collection (a relaxation step or a small displacement).

Settings
functional: PBE
potential files: Ansatz PAW
basis: plane waves
wave-function cutoff: 580 eV
density cutoff ratio: 5
exchange-correlation grid ratio: 1
k mesh: 1 x 1 x 1, Gamma-centred
self-consistency stop: 5e-08 eV per atom in the density residual
occupations: fixed
spin: none
net charge: 0

Cell vectors (angstrom)
a 10.938 0 0
b 0 10.938 0
c 0 0 31.9494

Atoms: element, x, y, z (angstrom)
Si 10.5723 0.1339 24.5737
Si 5.045 0.1936 24.6883
Si 2.796 2.3691 24.5274
Si 8.5027 2.5342 24.6036
Si 10.7086 5.674 24.3573
Si 5.1152 5.6463 24.4714
Si 2.9598 7.9949 24.464
Si 8.3909 7.8827 24.4265
Si 1.2847 1.2373 25.8976
Si 6.7757 1.3879 25.7817
Si 3.9536 4.058 25.7691
Si 9.6634 4.1095 25.8537
Si 1.3173 6.849 25.7253
Si 6.782 6.7566 25.7535
Si 3.9822 9.5246 25.9748
Si 9.43 9.4945 25.8536
Si 2.6175 -0.0755 27.3028
Si 8.088 -0.0211 27.1895
Si 0.0393 2.7365 27.2369
Si 5.4191 2.7709 27.1496
Si 2.6394 5.4537 27.1494
Si 8.1672 5.4242 27.15
Si -0.0266 8.2032 27.1593
Si 5.4924 8.1803 27.1815
Si 4.07 1.3587 28.524
Si 9.5283 1.3622 28.5185
Si 1.3626 4.1069 28.5939
Si 6.8036 4.0929 28.5407
Si 4.0789 6.8114 28.5003
Si 9.5359 6.8175 28.5063
Si 1.2858 9.5219 28.6289
Si 6.7962 9.5575 28.5848
Si -0.0453 0.0184 29.9223
Si 5.443 0.0129 29.9113
Si 2.7447 2.7309 29.9155
Si 8.1855 2.7362 29.8981
Si -0.0219 5.4824 29.9077
Si 5.4522 5.4736 29.8966
Si 2.7408 8.1794 29.9083
Si 8.2088 8.1984 29.9011
Si 1.3673 1.3673 31.2657
Si 6.8362 1.3673 31.2657
Si 4.1018 4.1018 31.2657
Si 9.5708 4.1018 31.2657
Si 1.3673 6.8362 31.2657
Si 6.8362 6.8362 31.2657
Si 4.1018 9.5708 31.2657
Si 9.5708 9.5708 31.2657
Si 2.7345 0 0.6835
Si 8.2035 0 0.6835
Si 0 2.7345 0.6835
Si 5.469 2.7345 0.6835
Si 2.7345 5.469 0.6835
Si 8.2035 5.469 0.6835
Si 0 8.2035 0.6835
Si 5.469 8.2035 0.6835
Si 4.1099 1.3659 2.0527
Si 9.6034 1.3411 2.0333
Si 1.3636 4.1243 2.0474
Si 6.8346 4.1258 2.0332
Si 4.1016 6.8361 2.0315
Si 9.5821 6.8304 2.0539
Si 1.3667 9.5942 2.0425
Si 6.8352 9.6035 2.0412
Si 0.0449 0.023 3.4516
Si 5.5007 0.0297 3.4386
Si 2.7408 2.7542 3.384
Si 8.2635 2.766 3.3263
Si 0.0428 5.5043 3.4498
Si 5.4917 5.5125 3.4087
Si 2.7578 8.2333 3.3697
Si 8.2538 8.2701 3.3717
Si 1.4136 1.4252 4.8151
Si 6.939 1.4574 4.7112
Si 4.0981 4.1238 4.7285
Si 9.6273 4.0534 4.7457
Si 1.4062 6.9561 4.7985
Si 6.8629 6.9684 4.7089
Si 4.1255 9.5435 4.7639
Si 9.6484 9.5589 4.8126
Si 2.7955 0.0037 6.1034
Si 8.3321 0.0994 6.0637
Si 0.0597 2.7717 6.2565
Si 5.5529 2.8216 6.0546
Si 2.7976 5.5725 6.0808
Si 8.2885 5.5726 5.9152
Si 0.0982 8.2903 6.3196
Si 5.531 8.2792 6.202
Si 4.4635 1.1483 7.2838
Si 9.8765 1.1189 7.5718
Si 1.2291 4.4805 7.4333
Si 6.6954 4.5205 7.2294
Si 4.3593 6.6673 7.5011
Si 9.7971 6.5862 7.4192
Si 1.3317 9.9041 7.6734
Si 6.7627 9.942 7.3841
O 9.5381 1.3395 24.0688
O 4.0696 6.8461 23.9779
O 3.9794 1.302 24.0468
O 9.5398 6.7857 23.907
O 0.0302 5.5197 7.9473
O 5.6116 0.1016 7.8796
O 0.1253 0.0546 8.1075
O 5.5818 5.5923 7.846
O 7.6636 3.9464 8.417
O 8.8166 7.023 8.6797
O 2.2125 9.3965 9.0154
O 8.9846 1.6529 8.8761
O 7.6697 9.448 8.6748
O 3.6079 1.7648 8.5378
O 3.5863 7.1449 8.9014
O 2.1249 4.0016 8.7371
O 8.0408 3.5448 23.3788
O 0.4967 5.0655 22.9723
O 1.9354 2.8553 23.2069
O 5.7101 4.8945 23.1222
O 5.5139 10.079 23.524
O 2.3741 8.7107 23.0878
O 0.1875 10.2253 23.28
O 7.7221 8.578 23.0785
Si 8.4523 7.8103 18.5218
Si 8.8976 6.3107 13.6574
Si 3.829 1.2402 14.5112
As 2.5807 5.6045 17.5384
Si 2.4471 3.1014 19.5248
Si 9.8791 8.9693 12.0503
Si 1.239 9.5309 22.2551
Si 9.1695 0.8851 13.2191
Si 1.4397 4.9285 13.0531
Si 1.8261 8.1391 12.7754
Si 6.595 9.5715 22.4386
Si 4.7492 4.2492 15.345
Si 8.2594 2.9601 9.5448
As 0.6793 8.2755 19.4132
Si 6.9343 1.3452 21.1029
Si 8.289 8.2582 9.6009
Si 10.9565 5.1773 15.6867
Si 7.4823 9.4481 16.3076
Si 9.8978 2.1551 20.4037
Si 3.253 8.4365 9.8783
Si 6.7282 3.3147 17.3701
Si 1.0966 0.2767 19.9908
Si 3.2703 2.7157 12.2248
Si 7.0948 5.4461 19.6893
Si 5.825 8.509 11.4097
Si 5.9659 5.9331 12.9979
Si 4.5258 9.7024 17.6271
Si 1.031 3.729 22.169
Si 4.8976 1.472 18.8274
Si 3.2359 3.0534 9.4389
Si 6.5088 10.594 13.683
Si 10.2854 0.0687 16.023
Si 5.7342 3.5515 11.0319
Si 9.8724 3.8036 11.9261
Si 2.2552 9.815 15.5292
Si 5.875 8.1515 19.8607
Si 6.8177 3.9557 22.3834
Si 9.794 2.7406 17.4322
O 7.2865 6.3373 13.8743
O 10.2974 4.0108 16.5796
O 6.039 9.8989 16.9847
O 10.1027 0.692 14.5306
O 8.3632 6.2387 19.0019
O 5.1144 0.2807 14.2335
O 5.6761 2.0926 17.549
O 8.3045 2.0501 20.6223
O 2.1009 3.9716 18.183
O 6.9818 2.6179 10.5197
O 4.9095 2.6696 12.1265
O 6.2037 4.1923 16.1031
O 4.626 3.857 9.837
O 10.6457 2.9396 21.6253
O 9.7947 6.1536 15.0326
O 5.8551 6.5104 19.8617
O 4.0459 0.2014 18.2594
O 9.3336 10.4807 12.3054
O 2.8609 4.1978 12.7811
O 1.8992 10.7393 21.3493
O 4.0247 2.6578 19.5458
O 0.653 9.969 15.9684
O 1.1573 9.9562 18.9384
O 1.6934 1.6634 19.4152
O 8.8438 10.3617 16.5056
O 4.68 8.6135 18.8471
O 9.5922 8.7205 10.4635
O 6.6715 4.2283 18.715
O 2.8903 1.4804 13.19
O 5.6808 8.7729 21.3462
O 2.5628 2.4512 10.7917
O 7.4529 4.822 21.1496
O 5.2844 7.3127 12.4055
O 0.5117 8.9989 12.3968
O 7.5624 0.9116 13.5559
O 7.1298 9.4628 14.7099
O 9.1031 4.9579 12.7698
O 7.9497 8.001 16.9548
O 6.139 2.5243 21.9337
O 2.4117 8.9074 14.1337
O 0.4794 4.316 11.8825
O 0.436 8.5357 21.2069
O 9.3781 3.7848 10.3822
O 9.6266 2.2981 12.5366
O 7.3623 8.6637 19.4017
O 2.6449 8.0909 11.3566
O 4.2675 2.7087 15.0613
O 0.847 4.4419 14.4893
O 10.0867 3.0068 19.0175
O 9.2603 7.7348 12.9337
O 10.4656 0.6249 20.3164
O 6.2674 4.9345 11.7189
O 8.1886 2.653 17.1334
O 3.5804 5.0061 16.1895
O 4.727 9.0405 10.3013
O 1.5458 6.5574 13.1038
O 4.9737 5.1801 14.0325
O 2.0008 3.979 20.8519
O 10.5404 1.3424 17.021
O 1.0593 6.0363 16.6336
O 7.3351 10.9255 21.9035
O 5.9803 0.8763 19.8833
O 6.2674 9.8255 12.2658
O 2.8092 0.4155 15.4641
O 7.098 7.828 10.6297
O 9.9282 8.4117 18.8051
O 3.3163 9.1445 16.635

Results
free energy: -145375.652 eV
free energy less fixed offsets of As -4856.12, O -568.88, Si -635.61 eV per atom: 5.188 eV

Forces (eV/angstrom), in the order of the atoms: element, x, y, z
Si 0.002 -0.0085 0.1456
Si 0.0344 0.0504 -0.0094
Si 0.0135 0.0527 -0.0033
Si 0.0035 -0.0271 0.0863
Si 0.0249 0.0528 -0.098
Si -0.0069 -0.0376 -0.0138
Si -0.0062 -0.026 -0.0386
Si 0.0051 0.0275 0.0323
Si -0.1002 0.0514 -0.0804
Si 0.0112 0.0109 0.006
Si -0.0111 0.0075 -0.0039
Si -0.0053 -0.0561 0.0384
Si -0.0069 -0.0327 0.0228
Si 0.0261 0.0273 -0.0409
Si 0.0205 0.004 -0.0132
Si -0.0628 0.0509 -0.0457
Si 0.0574 -0.0138 0.0375
Si 0.075 0.0228 -0.046
Si 0.0006 -0.0136 -0.0389
Si -0.0044 -0.04 -0.0209
Si 0.0199 0.0387 -0.0274
Si 0.0196 -0.0223 0.0178
Si 0.0329 -0.0158 0.0418
Si -0.0141 -0.0026 0.0211
Si 0.0241 0.007 -0.0153
Si -0.0454 -0.0316 -0.0249
Si 0.0436 -0.0283 0.0482
Si -0.0009 -0.0046 0.0126
Si -0.0192 -0.0433 -0.0254
Si 0.0333 -0.0107 -0.0172
Si -0.0371 -0.0647 0.0481
Si 0.0091 -0.032 0.0348
Si 0.0223 -0.0115 -0.0138
Si -0.0003 -0.0043 -0.0118
Si -0.0232 0.0413 -0.0136
Si 0.0016 0.0103 -0.0153
Si -0.0343 -0.0067 -0.0128
Si 0.0045 0.0053 -0.0016
Si -0.0338 0.0395 -0.0119
Si -0.0353 0.0189 0.0012
Si 0.0256 0.0864 0.0144
Si 0.0161 0.0374 0.0366
Si 0.0454 -0.0213 0.0958
Si -0.1265 -0.0464 -0.0004
Si 0.014 -0.0485 0.087
Si 0.0202 0.0389 -0.051
Si -0.1027 -0.0199 0.0527
Si -0.2062 -0.0604 0.1734
Si 0.0258 0.0073 -0.0612
Si 0.0042 -0.0031 -0.1558
Si 0.1027 0.0553 -0.027
Si 0.0248 0.0565 0.0207
Si -0.0295 -0.0662 -0.127
Si 0.0332 0.0675 -0.0969
Si 0.0752 0.0646 0.0439
Si 0.102 0.1009 0.0031
Si 0.0101 -0.0106 -0.0052
Si -0.0214 0.0131 0.0178
Si 0.0261 -0.0178 -0.0022
Si 0.0371 -0.0246 0.0323
Si 0.0052 -0.0103 0.0139
Si -0.007 -0.0113 -0.0001
Si 0.0352 -0.0096 0.0215
Si 0.0348 -0.0195 0.0006
Si -0.0012 0.0164 0.0209
Si -0.0054 -0.0009 0.0357
Si -0.0434 0.0161 -0.0103
Si 0.03 0.0234 -0.0734
Si 0.022 0.0249 0.0415
Si -0.0201 0.024 0.0013
Si -0.0061 0.0104 -0.0302
Si 0.0182 0.0706 -0.0228
Si -0.0248 0.003 -0.0136
Si -0.0377 -0.0369 0.0317
Si 0.0108 0.0263 0.0201
Si -0.0045 0.0121 0.0152
Si -0.0564 -0.0165 0.0205
Si -0.0204 -0.0414 0.0201
Si 0.0092 0.0358 0.0031
Si -0.0074 -0.017 -0.0138
Si 0.0337 -0.0127 0.017
Si -0.0025 0.005 0.0117
Si 0.0089 0.0106 0.0184
Si 0.0091 -0.0096 0.0015
Si 0.0119 0.0052 -0.0026
Si 0.0143 -0.0156 0.0104
Si 0.0263 -0.012 0.0035
Si 0.0012 0.0143 0.0137
Si -0.009 -0.0183 -0.0311
Si 0.0021 -0.013 -0.0337
Si -0.0173 -0.0091 -0.0621
Si -0.011 0.0029 -0.0055
Si -0.0084 -0.0211 -0.0061
Si 0.0101 0.0004 -0.0606
Si -0.0075 -0.0202 -0.0355
Si -0.013 0.0022 -0.0333
O -0.0679 0.0426 -0.0833
O -0.021 0.0345 0.0019
O -0.0156 -0.0415 0.0296
O 0.0099 -0.0475 0.0334
O -0.0125 -0.0174 0.0316
O 0.0062 0.0037 0.0142
O 0.0028 0.0077 0.0062
O 0.0216 -0.0004 -0.0087
O 0.0045 -0.0064 -0.0035
O -0.0028 0.0018 0.0087
O 0.0149 -0.0089 0.0208
O -0.0057 0.0123 0.0043
O 0.0011 -0.0044 -0.0007
O -0.0037 0.0107 0.0056
O -0.0027 0.0047 -0.0061
O 0.0032 -0.0015 0.0085
O -0.0087 -0.0009 -0.0353
O 0.0159 -0.0168 -0.0055
O 0.0202 -0.0165 0.0027
O 0.0098 -0.0048 0.0004
O -0.0052 -0.0075 0.0098
O 0.0237 -0.0111 0.0364
O -0.0191 0.0293 0.0226
O -0.0179 0.0134 -0.0155
Si 0.01 -0.0081 -0.0187
Si -0.0026 -0.0001 -0.0044
Si -0.0029 -0.0054 -0.0126
As -0.011 -0.0675 -0.0484
Si 0.0048 0.0193 -0.0333
Si -0.0003 -0.0015 0.0062
Si 0.0119 0.0301 -0.051
Si 0.0024 -0.0051 -0.0027
Si -0.0027 -0.0042 0.0089
Si 0 -0.0046 -0.0045
Si 0.0085 -0.028 0.0029
Si -0.0251 0.0054 0.0017
Si 0.0047 -0.0021 0.0152
As -0.0711 0.0664 0.0301
Si -0.0073 0.0045 -0.0098
Si 0.0018 0.0023 0.0159
Si 0.0124 -0.0107 -0.014
Si -0.0037 -0.0102 -0.0259
Si 0.0081 0.0005 -0.0067
Si -0.0126 0.0088 0.0003
Si -0.002 0.0033 -0.027
Si -0.0031 -0.0057 -0.0062
Si -0.0078 -0.0117 0.0077
Si 0.0019 -0.0028 -0.013
Si -0.0014 0.0043 0.0125
Si 0.0057 -0.0006 0.0018
Si 0.0058 0.0053 -0.0353
Si 0.0083 0.0134 -0.0017
Si -0.0015 0.0097 -0.0225
Si -0.0001 -0.0091 0.0089
Si -0.0007 -0.0054 -0.006
Si -0.0089 0.0055 -0.0226
Si -0.0037 0.0032 0.0107
Si -0.001 -0.003 0.011
Si 0.0043 0.0093 -0.016
Si 0.0055 -0.0041 -0.0171
Si -0.0141 0.0107 0.0016
Si -0.0031 0.0046 -0.0297
O -0.0022 -0.0013 0.003
O -0.0019 -0.0052 0.0115
O -0.0072 -0.0016 0.0193
O -0.0033 0.0009 0.0034
O 0.0002 -0.0015 0.0103
O -0.0008 -0.0066 0.0035
O 0.0003 -0.0073 0.0152
O -0.0036 -0.0034 0.0066
O 0.0226 0.0412 0.0395
O -0.0008 0 -0.0067
O 0.0054 -0.0013 -0.0053
O 0.0002 -0.0016 0.0129
O 0.0023 0.0004 -0.0059
O 0.0041 0.0018 0.0056
O -0.0008 0.0004 0.0055
O -0.003 -0.0017 0.0031
O -0.0027 -0.0147 0.0104
O -0.0002 -0.0051 -0.0027
O 0.0029 -0.003 0.0037
O -0.0063 -0.0206 0.0147
O -0.0075 -0.001 0.0086
O -0.001 -0.0053 0.0133
O -0.0127 -0.0412 0.0128
O -0.0079 -0.0064 0.0138
O 0.0084 0.0017 0.0129
O -0.0096 -0.0057 0.0133
O -0.0012 -0.003 -0.0049
O 0.0037 -0.0016 0.004
O 0.0048 0.0036 -0.002
O -0.0002 0.0062 0.0064
O -0.0014 -0.0015 -0.0011
O -0.0048 -0.0068 0.0046
O 0.0003 -0.0004 -0.0035
O 0.0022 -0.0055 0.0011
O 0.0041 -0.0025 0.0023
O 0.0009 0.002 0.0027
O 0.003 -0.0061 0
O 0.001 -0.0005 0.0158
O 0.0076 -0.003 0.0015
O -0.0024 -0.0048 0.0024
O 0.0012 -0.0049 -0.0061
O 0.0055 -0.014 -0.0266
O -0.005 -0.0044 -0.0099
O 0.0013 -0.0004 -0.0019
O -0.0019 0.0021 0.0076
O -0.003 -0.0021 0.0036
O 0.0009 -0.0067 -0.0001
O -0.0026 -0.0001 -0.0002
O -0.0042 -0.0067 0.007
O 0.0018 0.0005 -0.0009
O 0.0034 -0.0063 0.0055
O -0.0047 -0.0113 -0.0072
O 0.0012 -0.0019 0.0165
O 0.0006 0.0096 0.031
O 0.0064 -0.001 -0.0033
O -0.0033 0.0035 -0.0006
O 0.0055 0.0041 -0.0011
O -0.0054 -0.0199 -0.0086
O -0.0025 -0.0065 0.0109
O 0.0081 0.0101 0.0125
O -0.0037 -0.0056 0.0053
O -0.0001 -0.0019 0.0102
O -0.001 -0.0043 -0.0058
O -0.002 -0.0028 0.0082
O -0.0046 -0.0046 -0.0051
O 0.0536 -0.0057 0.0074
O -0.0042 -0.0096 0.0187

The program warned: the cutoff lies below the one the program advises for these potential files; the forces do not sum to zero within the program's tolerance; the exchange-correlation potential is rough where the density is thin.
